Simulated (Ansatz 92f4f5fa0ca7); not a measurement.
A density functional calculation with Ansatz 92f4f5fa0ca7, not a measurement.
Periodic cell of 214 atoms, Si128O86, from a study of silicon, its oxide and their interface. The atomic structure is a simulated model.
This geometry differs little from another in the collection (a relaxation step or a small displacement).

Settings
functional: r2SCAN
potential files: Ansatz PAW
basis: plane waves
wave-function cutoff: 800 eV
density cutoff ratio: 5
exchange-correlation grid ratio: 1
k mesh: 1 x 1 x 1, shifted by 0.5 0.5 0 of a step
self-consistency stop: 1e-10 eV per atom in the density residual
occupations: fixed
spin: none
net charge: 0

Cell vectors (angstrom)
a	10.88	0	0
b	0	10.88	0
c	-2.6705	3.8909	31.3731

Atoms: element, x, y, z (angstrom)
Si	7.8938	6.2956	-2.0374
Si	12.5794	8.7239	-2.8586
Si	8.2263	4.1008	1.4603
Si	6.8862	13.4195	0.379
Si	1.9448	7.5674	0.0784
Si	4.4773	10.5719	0.0816
Si	11.7384	14.216	0.1556
Si	5.3996	4.3453	-1.7203
Si	8.1252	9.5571	1.377
Si	9.5353	13.5734	2.799
Si	8.6085	10.1225	-8.2104
Si	10.9582	6.7491	1.3205
Si	2.7839	9.4435	1.2828
Si	5.43	12.1159	1.5877
Si	13.4875	15.0301	1.4995
Si	5.4126	6.8268	1.4324
Si	6.8164	10.8051	2.9004
Si	10.7883	12.3127	1.2161
Si	6.8082	5.4631	2.736
Si	9.5538	8.1689	2.6286
Si	12.2242	10.8924	2.5412
Si	14.8919	13.5782	2.7449
Si	12.1935	16.3611	2.8909
Si	4.0949	8.1965	2.8157
Si	5.4325	9.4944	4.2276
Si	8.1745	12.2313	4.1505
Si	5.423	14.9585	4.0533
Si	8.181	6.8322	4.0647
Si	10.9003	9.5419	3.9814
Si	13.5318	12.2086	4.0593
Si	10.858	14.9417	4.1857
Si	13.6	6.8407	4.15
Si	6.8249	8.1251	5.5094
Si	9.5647	10.8581	5.4244
Si	6.7816	13.6159	5.4308
Si	9.4847	16.3353	5.48
Si	12.2153	8.2081	5.4268
Si	14.9128	10.8993	5.4799
Si	12.2374	13.5692	5.4932
Si	14.9605	16.3143	5.438
Si	8.2052	9.5271	6.805
Si	10.8679	12.2044	6.8339
Si	8.1116	14.9603	6.8199
Si	10.8888	6.8232	6.7933
Si	13.5536	9.5246	6.822
Si	5.4312	12.2798	6.7987
Si	13.6239	14.9562	6.808
Si	5.4234	6.7634	6.826
Si	6.8284	10.9196	8.1181
Si	9.4825	13.5763	8.1517
Si	6.7385	16.2783	8.1969
Si	9.5516	8.1719	8.1731
Si	12.219	10.8613	8.2099
Si	4.1125	13.638	8.1916
Si	12.2551	5.4478	8.1389
Si	14.9238	8.1493	8.1458
Si	5.4374	9.5567	9.3999
Si	8.1335	12.2542	9.5754
Si	5.422	14.9589	9.6581
Si	8.1351	6.7945	9.4227
Si	10.8808	9.5059	9.609
Si	13.6227	12.2493	9.4667
Si	10.8802	14.9384	9.4405
Si	13.599	6.7827	9.5534
Si	6.7695	8.1783	10.7082
Si	9.4846	10.8806	10.94
Si	6.7955	13.5836	11.0267
Si	9.4649	5.4003	10.7278
Si	12.2517	8.1116	10.9516
Si	4.1299	10.9143	10.7864
Si	12.2596	13.5919	10.7899
Si	4.0538	16.3592	11.009
Si	8.0385	9.4757	12.1826
Si	10.9199	12.2601	12.1951
Si	8.2162	15.0075	12.2802
Si	10.7577	6.7013	12.1518
Si	2.8737	9.5011	12.1527
Si	5.3986	12.198	12.3458
Si	13.4951	14.9589	12.2716
Si	5.5188	6.9142	12.2257
Si	6.3468	10.3826	13.5645
Si	9.9945	14.0117	13.4824
Si	6.6279	8.3172	0.0723
Si	8.9784	7.6839	13.3487
Si	1.6837	11.0483	13.3843
Si	3.7409	13.3739	13.5856
Si	9.5777	5.4177	19.7654
Si	4.6189	8.6838	13.5347
Si	3.8803	7.5064	15.4422
Si	10.0736	7.9116	21.4765
Si	7.2819	5.9473	13.4681
Si	8.5781	14.9048	22.273
Si	5.1934	6.3123	-5.7077
Si	4.1386	11.0504	-7.6252
Si	13.0838	8.6925	-8.0956
Si	5.0715	13.9786	16.3594
Si	10.4138	7.7911	16.0385
Si	11.5708	10.6689	21.1081
Si	12.6865	13.1577	-7.5225
Si	8.1284	6.9747	17.8434
Si	8.4922	10.4932	-5.1817
Si	7.1294	9.0793	21.5019
Si	5.8162	5.8809	-8.6989
Si	11.9839	6.1709	15.3691
Si	7.8767	7.4036	-4.9852
Si	4.4379	7.4347	21.1392
Si	13.0528	11.1112	18.6518
Si	4.0253	8.6952	18.3974
Si	3.6469	5.838	0.2508
Si	5.6686	11.6921	-5.0626
Si	8.6177	6.9869	-7.8221
Si	12.6647	14.878	-5.1299
Si	3.1658	13.8562	18.7856
Si	12.2265	13.2608	-2.6647
Si	7.0625	11.7317	16.3316
Si	3.5985	4.4213	21.6242
Si	4.8717	14.5327	-4.5677
Si	9.032	11.2363	-0.0298
Si	11.4458	4.1265	17.5728
Si	9.7073	13.1267	15.6523
Si	11.4967	10.5594	16.1207
Si	6.9343	9.7661	18.6395
Si	11.6067	4.9181	13.4346
Si	13.0349	7.0002	-5.4372
Si	3.5753	11.1202	-2.7811
Si	9.8842	5.0591	0.0707
Si	10.2889	10.9441	-2.7614
Si	6.3391	5.6712	15.6233
O	6.9018	10.6987	15.0908
O	5.8276	14.1468	-0.6169
O	4.196	5.3048	-1.2183
O	12.1149	10.1624	14.6828
O	11.3792	9.7783	-2.8195
O	7.3847	7.5933	-1.1942
O	12.5672	13.9138	-1.2376
O	9.744	6.0778	-8.5246
O	7.8032	8.4314	18.4203
O	9.5892	6.9848	17.1708
O	3.3814	14.6745	-5.1372
O	11.7398	11.2354	19.6014
O	13.3574	12.2356	-3.1959
O	7.9179	12.393	-0.3855
O	4.2143	14.3592	17.6681
O	12.2269	5.2264	16.6823
O	7.2167	6.6444	-8.5417
O	4.2936	5.8787	21.5324
O	4.1915	14.0397	15.0032
O	4.8589	14.3616	-2.969
O	8.381	8.9186	-4.9032
O	12.5342	7.8123	-1.5274
O	5.3951	9.5266	18.2434
O	7.0234	6.6094	16.7463
O	9.2342	4.2543	20.825
O	10.6272	11.6317	21.9912
O	3.7543	6.8578	-5.2448
O	5.6698	5.0123	-4.8807
O	8.5116	8.276	21.5262
O	12.5958	11.2101	17.1041
O	4.1603	7.5571	19.5411
O	10.3996	14.1552	16.6891
O	12.4468	7.7963	-4.1661
O	13.5339	12.2207	13.9981
O	13.3159	6.9975	14.9376
O	6.2934	7.4424	-5.363
O	5.6535	12.4867	16.5537
O	5.1074	5.8419	-7.2505
O	12.5455	14.0578	18.2431
O	7.1537	10.4146	-8.832
O	11.4872	12.352	-8.2312
O	4.8017	6.175	15.538
O	6.702	5.2154	-2.0777
O	3.5383	9.5622	-7.8204
O	5.1989	10.958	-6.417
O	11.8747	9.714	-8.3836
O	8.2032	5.8739	19.0254
O	5.5523	9.445	-0.4712
O	10.9422	9.1708	16.739
O	13.0415	4.547	22.3678
O	13.0628	10.6336	21.7219
O	12.0391	14.4814	-3.6997
O	8.8889	8.5473	-8.0725
O	9.2184	5.6419	-1.3448
O	12.7147	7.7978	-6.803
O	4.8032	11.2621	-3.7874
O	10.8744	12.4149	-2.4522
O	9.3397	10.5792	-1.5012
O	5.9283	7.9917	21.442
O	9.3945	8.2304	14.8485
O	3.9736	11.3874	-1.2402
O	3.4164	14.6721	20.1506
O	9.6443	11.0599	-4.2249
O	13.2418	14.3588	-8.456
O	10.2791	6.7131	20.423
O	2.994	12.11	-7.1995
O	10.6404	4.8176	18.7524
O	3.0566	9.5954	-2.9217
O	8.1477	12.8819	16.0066
O	8.7923	10.7817	-6.7416
O	5.5953	13.2901	-5.2769
O	12.067	13.8343	-6.2014
O	12.3421	5.5364	-5.494
O	6.9961	14.6702	22.141
O	3.2716	12.2518	19.003
O	3.6825	8.1032	16.9394
O	7.1674	11.267	-4.7406
O	10.3529	11.6507	15.8321
O	7.4836	10.9475	17.6864
O	3.3874	8.3042	22.0291
O	7.0531	10.0899	20.2235
O	6.2881	4.1515	16.1826
O	8.2151	6.6999	-3.5725
O	10.9464	9.1872	21.0569
O	8.6145	6.6611	-6.2305
O	2.8476	9.6694	18.8926

Results
free energy: -130929.469 eV
free energy less fixed offsets of O -570.45, Si -639.56 eV per atom: -7.089 eV

Forces (eV/angstrom), in the order of the atoms: element, x, y, z
Si	-0.0002	0.001	-0.0031
Si	-0.0015	-0.0003	0.0007
Si	0	-0.0003	-0.0005
Si	-0.0006	-0.0005	0.0005
Si	-0.0018	0.0013	-0.0071
Si	-0.0004	0.0008	-0.0033
Si	0.0005	-0.0003	-0.0023
Si	-0.0013	-0.0007	-0.0016
Si	-0.0004	0.0008	0.0002
Si	-0.0001	0.0006	-0.0007
Si	0.001	-0.0004	-0.0001
Si	0.0001	-0.0001	-0.0003
Si	-0.0007	0.0004	-0.0009
Si	-0.0002	-0.0005	0.0006
Si	-0.0001	0.0002	0
Si	0	0.0003	0.0005
Si	-0.0004	-0.0005	-0.0001
Si	-0.0008	-0.0001	0.0003
Si	-0.0003	0.0002	-0.0011
Si	-0.0004	-0.0007	-0.0003
Si	-0.0001	-0.0001	-0.0008
Si	-0.0007	-0.0003	-0.0005
Si	-0.0004	0.0001	-0.0002
Si	0	-0.0002	0
Si	-0.0006	-0.0003	0.0003
Si	-0.0004	-0.0002	0.0001
Si	-0.0002	-0.0003	-0.0004
Si	-0.0005	0.0004	-0.0002
Si	-0.0006	-0.0003	0.0003
Si	-0.0009	-0.0001	-0.0002
Si	-0.0001	0.0002	0.0005
Si	-0.0011	0	0.0006
Si	0.0005	0	0
Si	-0.0006	-0.0006	0
Si	-0.0009	-0.0004	0.0002
Si	-0.001	-0.0002	0
Si	-0.0006	0.0007	-0.0003
Si	-0.0001	0.0002	0.0001
Si	-0.0002	-0.0007	0.0003
Si	-0.0005	0.0003	-0.0003
Si	-0.0004	0.0004	-0.0003
Si	-0.0005	-0.0003	-0.0003
Si	-0.001	-0.0002	0.0001
Si	-0.0005	0.0002	-0.0005
Si	-0.0012	-0.0001	-0.0002
Si	-0.0001	0.0002	0.0003
Si	0.0002	-0.0003	0
Si	-0.0005	-0.0005	0.0001
Si	-0.001	0.0004	-0.0002
Si	-0.0006	-0.0008	0.0003
Si	-0.0013	-0.0002	-0.0001
Si	-0.0005	0	-0.0002
Si	-0.0003	-0.0006	0
Si	-0.0006	0	-0.0004
Si	0.0002	-0.0001	0.0002
Si	-0.0007	0.0003	0.0003
Si	-0.0007	-0.0004	-0.0006
Si	-0.0003	-0.0002	-0.0003
Si	-0.001	0.0003	0
Si	-0.0004	-0.0006	-0.0005
Si	-0.0007	-0.0003	0.0015
Si	-0.0009	-0.0001	0.0003
Si	-0.0011	-0.0003	-0.0001
Si	-0.0007	-0.0002	0.0003
Si	-0.0005	-0.0004	0
Si	-0.0011	0.0004	0.001
Si	0.0004	-0.0003	0.0011
Si	0.0005	-0.0005	0.0002
Si	0.0002	-0.0006	0
Si	0.0002	-0.0001	0.0007
Si	-0.0002	0.0002	0.0011
Si	-0.0009	0.0001	0.0011
Si	-0.0006	-0.0008	-0.0009
Si	-0.0016	-0.0002	-0.001
Si	-0.0001	0.0009	-0.0012
Si	-0.0008	-0.0004	0.0007
Si	-0.0004	-0.0013	0.0001
Si	-0.0005	-0.0009	0.0004
Si	-0.0012	-0.0009	-0.0009
Si	-0.0003	0.0001	0.0003
Si	-0.0007	0.0005	0.0009
Si	-0.0003	-0.0003	-0.0001
Si	0.0001	0.0009	-0.0033
Si	0.0006	-0.0003	0.0008
Si	-0.0017	0.0001	0.0023
Si	-0.001	0.0001	0.0015
Si	-0.0015	-0.0004	0.0014
Si	-0.0004	-0.0003	0.0002
Si	0.001	-0.0007	0.0025
Si	0.0003	0.0007	0.0008
Si	-0.0001	-0.0004	0.0003
Si	-0.0032	-0.002	0.0005
Si	0.0001	0.0005	-0.0012
Si	0	0.0001	0.0014
Si	0.0003	-0.0004	0.0016
Si	-0.0016	0.0017	0
Si	-0.0008	-0.0006	-0.0004
Si	-0.0009	-0.0009	0.0017
Si	0.0008	-0.0012	0.0001
Si	-0.0014	-0.0005	0.0015
Si	0.0004	0.0009	0.0008
Si	0.0005	-0.0004	0.0014
Si	0.0001	0.0002	0.0019
Si	-0.0006	0.0002	0.0028
Si	-0.0002	0	-0.0006
Si	-0.0005	-0.0017	0.0014
Si	-0.0002	0.0009	0.0009
Si	0.0005	-0.0012	0.0016
Si	0.001	-0.0029	-0.0041
Si	0.002	-0.0022	0.0015
Si	0.0003	-0.0012	0.0006
Si	0.0033	-0.0006	-0.0004
Si	-0.001	-0.0003	0.0023
Si	0	0.0001	-0.001
Si	-0.0002	0.0002	0.0017
Si	0.0012	-0.0012	0.0024
Si	-0.0013	-0.0003	0.0057
Si	0.0012	-0.0015	-0.0048
Si	0.001	-0.0015	0.0004
Si	-0.0011	-0.0008	0.0011
Si	-0.0008	0.0002	-0.0002
Si	-0.0016	0.0001	0.0022
Si	-0.001	-0.0009	0.0002
Si	0.0019	0.0007	-0.0012
Si	0.0012	0.0016	-0.0021
Si	-0.0017	0.0018	-0.0035
Si	0	-0.0025	-0.001
Si	0.0014	-0.0012	0.0034
O	-0.0002	-0.0001	-0.0004
O	0.0004	-0.0009	0.0011
O	-0.0025	0.001	0.0041
O	-0.0003	0.0012	-0.0017
O	0.0024	-0.0004	0.0044
O	-0.0014	0.0003	0.0021
O	0	-0.0008	0.0013
O	-0.0005	-0.0013	-0.0003
O	-0.0013	0.0004	-0.0018
O	0	-0.0002	0.0009
O	0.003	-0.0001	0.0002
O	0.0009	-0.0014	0
O	0.0005	0.0012	0.0018
O	-0.0007	-0.0004	0.002
O	0.0008	-0.0012	-0.0023
O	-0.0015	-0.0007	-0.001
O	-0.0002	-0.0007	0.0002
O	0.0006	-0.0003	-0.0005
O	-0.001	-0.0019	0.0002
O	0.0005	0.0028	0.0028
O	0.0001	0.0014	0.0005
O	0.0035	-0.0012	0.0028
O	0.0001	0.0002	0.002
O	-0.002	-0.001	-0.0009
O	0.0003	0.0003	-0.0004
O	0.0009	-0.0014	0.0001
O	0.0017	0.0001	0.0006
O	0	-0.0001	0
O	0.0013	0.0005	-0.0007
O	-0.0011	-0.0003	-0.0007
O	-0.0007	0.001	-0.0005
O	0.0019	-0.0004	-0.0005
O	-0.0001	0.0028	0.0037
O	-0.0003	0.0003	0.0001
O	-0.001	0.0012	-0.0015
O	-0.0002	-0.0007	-0.0002
O	-0.0011	0.0007	0.0006
O	0.0003	-0.0004	0.0003
O	0	0.0011	-0.0006
O	0.0019	0	-0.0001
O	0.0008	-0.0001	-0.0002
O	-0.0016	-0.0007	-0.0017
O	-0.0013	-0.0015	0.0008
O	0.001	0.0003	0.0008
O	0.0002	0.0011	0.0013
O	0.0009	0	-0.0013
O	-0.0001	0.0003	-0.0007
O	0	-0.0001	0.0014
O	-0.0015	-0.0009	0.0001
O	0.0008	-0.0024	0.0008
O	-0.0007	-0.0017	-0.0015
O	0.0012	-0.0009	-0.0003
O	0.0007	-0.0006	0.0001
O	0.0009	-0.0015	0.0027
O	0.0001	-0.0003	0.0009
O	0.0011	0.0003	0.0006
O	0.0018	-0.0012	0.0012
O	0.0029	0.0012	-0.0018
O	-0.0002	-0.0001	-0.0007
O	-0.0016	0.0007	-0.0006
O	0.0012	-0.0018	0.0019
O	0.0004	-0.002	-0.0017
O	0.0015	-0.0037	0.0036
O	-0.0003	-0.0002	-0.0016
O	-0.0001	-0.0006	-0.0023
O	0.0008	-0.0001	0
O	0.0001	-0.0003	-0.0015
O	-0.0018	-0.0006	0.0007
O	0.0001	-0.0004	0
O	0.0024	-0.0004	0.0006
O	0.0007	0.0009	0.0029
O	0.0019	0.0007	0.0002
O	0.0004	-0.0012	-0.0002
O	0.0008	-0.0007	0.0003
O	-0.0008	-0.0009	0
O	0.0006	-0.002	-0.0009
O	-0.0005	0.0004	-0.0006
O	0.0004	-0.0017	-0.0007
O	-0.0001	-0.0003	0.0005
O	0.001	-0.0025	0.0001
O	0.0009	-0.0014	-0.0011
O	-0.0036	0.0007	-0.0022
O	-0.0005	-0.0006	0.0017
O	-0.001	0.0008	-0.0007
O	-0.0003	-0.0001	0.0005
O	-0.0015	0.0001	-0.0005

The program warned: the cutoff lies below the one the program advises for these potential files; the forces do not sum to zero within the program's tolerance; empty levels may hold ghost states of the PAW files; the exchange-correlation potential is rough where the density is thin.
